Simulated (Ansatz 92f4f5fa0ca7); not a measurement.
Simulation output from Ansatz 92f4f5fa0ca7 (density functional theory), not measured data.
Periodic cell of 221 atoms, Si132O88H1, from a study of silicon, its oxide and their interface. The atomic structure is a simulated model.
Doubt: the cutoff is far below the 930 eV that the study's wrapper takes by default for these files, so forces and energies are approximate.
This geometry differs little from another in the collection (a relaxation step or a small displacement).

Settings
functional: PBE
potential files: Ansatz PAW
basis: plane waves
wave-function cutoff: 580 eV
density cutoff ratio: 5
exchange-correlation grid ratio: 1
k mesh: 1 x 1 x 1, Gamma-centred
self-consistency stop: 5e-08 eV per atom in the density residual
occupations: fixed
spin: none
net charge: +1 e, with a uniform compensating background and no finite-size correction

Cell vectors (angstrom)
a  10.938  0  0
b  0  10.938  0
c  0  0  32.1897

Atoms and the computed forces on them: element, x, y, z (angstrom), force x, y, z (eV/angstrom)
Si  0.1869  -0.1346  24.527  -0.0019  0.008  -0.0017
Si  5.5888  -0.3099  24.7908  -0.0021  -0.0048  0.0023
Si  2.5148  3.0484  24.5155  -0.006  -0.0085  -0.0173
Si  8.079  2.9716  25.0858  0.0043  0.0048  0.0077
Si  0.0399  5.1268  24.701  0.001  0.0035  0.0005
Si  5.8193  5.1472  24.6808  0.0083  -0.0094  -0.0174
Si  2.442  8.513  24.632  0.0013  -0.0014  -0.0129
Si  7.9891  8.5942  24.8236  -0.007  0.0085  -0.0016
Si  1.3991  1.41  25.8811  -0.0007  -0.0053  -0.0031
Si  6.7495  1.3311  26.0705  0.0009  -0.0019  0
Si  4.0673  4.1609  25.9495  0.0097  -0.0043  0.0034
Si  9.6156  4.1326  26.3397  -0.0079  -0.0029  0.0034
Si  1.2679  6.8472  25.8716  -0.0007  -0.0044  -0.0009
Si  6.8553  6.8565  25.9836  0.0026  0.0024  0.0056
Si  4.0264  9.5069  26.1099  0.0149  -0.0061  0.0051
Si  9.587  9.731  26.0634  -0.003  0.0071  -0.0034
Si  2.7147  0.0484  27.3809  -0.0031  0.0018  -0.0027
Si  8.1804  0.0591  27.4453  -0.0039  -0.0049  -0.0043
Si  0.0671  2.6566  27.445  -0.0012  0.006  -0.0018
Si  5.3956  2.7567  27.3855  0.0028  0.0052  -0.0053
Si  2.6967  5.5365  27.3323  -0.0082  0.0065  0.005
Si  8.1782  5.5536  27.4717  0.0005  -0.0033  -0.008
Si  -0.0318  8.2165  27.3572  0.0028  -0.0038  0.002
Si  5.4559  8.1575  27.4096  -0.0045  0.0075  -0.0092
Si  4.1018  1.3673  28.7715  -0.2317  0.1273  0.0826
Si  9.5708  1.3673  28.7715  0.1083  0.0293  0.4624
Si  1.3673  4.1018  28.7715  0.3534  0.0588  -0.1874
Si  6.8362  4.1018  28.7715  -0.2715  0.0376  -0.1301
Si  4.1018  6.8362  28.7715  -0.2052  -0.198  0.0474
Si  9.5708  6.8362  28.7715  0.0928  0.5835  0.3611
Si  1.3673  9.5708  28.7715  -0.0962  0.0608  -0.3604
Si  6.8362  9.5708  28.7715  -0.024  -0.1744  -0.0781
Si  0  0  30.1387  -0.1297  -0.117  0.0297
Si  5.469  0  30.1387  -0.0042  -0.0148  -0.056
Si  2.7345  2.7345  30.1387  0.121  0.0791  0.0299
Si  8.2035  2.7345  30.1387  0.1189  0.0325  -0.0313
Si  0  5.469  30.1387  -0.0147  -0.0071  -0.0626
Si  5.469  5.469  30.1387  -0.092  -0.1357  0.0214
Si  2.7345  8.2035  30.1387  0.0421  0.0272  -0.0509
Si  8.2035  8.2035  30.1387  0.123  0.0388  0.0516
Si  1.3673  1.3673  31.506  -0.0192  0.0475  -0.0508
Si  6.8362  1.3673  31.506  -0.02  -0.0234  -0.0322
Si  4.1018  4.1018  31.506  -0.0149  -0.0424  0.0187
Si  9.5708  4.1018  31.506  -0.0477  0.0373  -0.0025
Si  1.3673  6.8362  31.506  0.0121  0.0075  -0.034
Si  6.8362  6.8362  31.506  0.0008  0.0408  -0.0428
Si  4.1018  9.5708  31.506  -0.0161  0.005  -0.0058
Si  9.5708  9.5708  31.506  -0.0338  0.0295  0.0185
Si  2.7345  0  0.6835  -0.0158  0.0059  0.0275
Si  8.2035  0  0.6835  0.0563  0.016  0.0098
Si  0  2.7345  0.6835  -0.0134  -0.0392  0.026
Si  5.469  2.7345  0.6835  0.0539  -0.0208  0.0034
Si  2.7345  5.469  0.6835  0.005  -0.0103  0.0001
Si  8.2035  5.469  0.6835  0.0179  -0.0378  0.0347
Si  0  8.2035  0.6835  -0.0148  -0.0225  -0.0021
Si  5.469  8.2035  0.6835  0.0254  -0.0164  0.0287
Si  4.1018  1.3673  2.0507  0.0338  0.0957  0.0336
Si  9.5708  1.3673  2.0507  -0.0717  -0.0496  -0.0104
Si  1.3673  4.1018  2.0507  0.0824  0.0435  -0.01
Si  6.8362  4.1018  2.0507  -0.0828  -0.0671  0.0149
Si  4.1018  6.8362  2.0507  -0.1101  -0.0409  0.02
Si  9.5708  6.8362  2.0507  0.033  0.0872  0.0286
Si  1.3673  9.5708  2.0507  -0.0623  -0.0315  0.0172
Si  6.8362  9.5708  2.0507  -0.042  0.0077  -0.0017
Si  0  0  3.418  -0.3304  -0.1501  -0.3237
Si  5.469  0  3.418  0.3007  -0.0733  0.1105
Si  2.7345  2.7345  3.418  0.331  0.5259  -0.2499
Si  8.2035  2.7345  3.418  -0.0005  -0.0636  0.1367
Si  0  5.469  3.418  0.1738  0.0016  0.2564
Si  5.469  5.469  3.418  -0.1025  -0.425  0.0311
Si  2.7345  8.2035  3.418  -0.0707  -0.2226  -0.1366
Si  8.2035  8.2035  3.418  0.0595  -0.0263  0.0305
Si  1.3626  1.3878  4.6717  0.0112  0.0091  0.034
Si  6.8627  1.3413  4.8254  0.0002  0.0013  -0.0077
Si  4.1297  4.076  4.8649  0.0055  -0.0213  -0.0004
Si  9.5793  4.0903  4.7913  0.0026  -0.0002  0.0027
Si  1.3913  6.8399  4.8307  0.0054  0.0023  -0.0056
Si  6.8869  6.7454  4.7615  -0.0073  0.0142  0.0068
Si  4.1262  9.517  4.7477  0.0147  0.0024  0.0093
Si  9.5614  9.5677  4.8025  -0.001  0.0088  0.0043
Si  2.6655  -0.0559  5.9381  -0.0408  -0.0337  -0.0781
Si  8.2034  -0.0124  6.2431  0.0126  0.0079  -0.0007
Si  0.0321  2.7025  6.0822  0.0005  -0.015  -0.0105
Si  5.4605  2.5792  6.2607  -0.0142  0.001  -0.0102
Si  2.7424  5.5064  6.2902  -0.0167  -0.0024  -0.0054
Si  8.1897  5.3633  6.2187  0.0074  -0.0052  -0.0176
Si  -0.0401  8.1523  6.1712  -0.0283  -0.0392  -0.0301
Si  5.4893  8.1055  6.0909  -0.0339  -0.0276  -0.0173
Si  3.7114  1.3682  7.4355  0.0374  0.0752  0.0695
Si  9.9094  1.1283  7.444  0.0033  0.0052  -0.0075
Si  1.6262  3.7842  7.44  -0.0138  -0.0081  0.0072
Si  6.6595  4.1246  7.5749  -0.0089  -0.021  0.0248
Si  4.522  6.5073  7.5717  0.0704  0.0391  0.0037
Si  9.2873  7.0318  7.4725  -0.0021  0.0064  0.0211
Si  1.1561  9.7962  7.3135  0.0351  0.0771  0.0568
Si  7.0079  9.24  7.4122  0.0059  -0.0127  0.0201
O  1.2522  4.1006  24.1086  0.0021  -0.0004  0.0037
O  6.7801  9.5935  24.2553  0.0051  -0.0057  -0.0036
O  2.924  2.794  7.5228  0.0152  -0.0275  -0.0052
O  8.162  8.1737  7.9018  0.0038  0.0062  -0.0042
O  5.5881  5.341  8.0355  -0.0423  0  -0.017
O  0.0879  -0.0113  7.9217  -0.0077  -0.0186  -0.0057
O  5.3526  5.5241  23.1464  -0.0014  -0.0009  0.0132
O  10.5192  0.4958  23.086  0.0058  -0.0077  0.0041
O  2.191  9.3773  8.5576  -0.0032  -0.0202  -0.0033
O  1.2395  3.9069  9.0338  0.013  -0.0024  -0.0086
O  9.4877  1.991  8.7661  0.0004  0.0002  0.0032
O  7.6117  9.956  12.0606  -0.0021  -0.0003  -0.0009
O  3.5044  0.7651  8.9944  -0.0012  -0.0038  -0.0098
O  4.3594  7.3327  9.3796  0.0008  -0.0042  0.0123
O  7.2483  3.3684  8.9296  -0.0029  0.0099  -0.0114
O  9.858  6.5011  8.9271  -0.0025  -0.0001  -0.0112
O  3.3427  2.4578  23.1735  -0.0063  0.0079  0.0087
O  4.6602  0.1794  23.5236  0.0005  0.0009  0.0008
O  9.2022  2.4884  24.0024  0.0005  0.0031  0.0018
O  9.8221  5.5794  23.5701  0.0047  -0.0053  0.0012
O  19.8882  8.1274  23.5681  -0.0029  0.001  0.0042
O  3.2857  7.9717  23.3217  -0.0026  0.0015  0.0074
O  6.9867  4.0071  24.4094  -0.0058  0.0057  -0.0023
O  1.3138  9.6401  24.1254  0  0.0007  0.0049
Si  3.843  6.3989  10.7924  0.006  0.0043  0.0173
Si  9.1105  4.2701  14.6425  -0.0008  -0.001  0.002
Si  7.4375  8.3362  11.9608  0.0053  0.0001  0.0049
Si  4.2097  1.2747  22.4013  0.0038  -0.0033  -0.0017
Si  17.1301  3.8355  14.2754  0.003  -0.0021  0.002
Si  2.7423  -0.451  20.1679  -0.0013  -0.0001  -0.0009
Si  7.1796  4.1562  19.49  0.0008  -0.0016  -0.0008
Si  14.0136  6.6386  16.4891  -0.0005  0.0003  0.0012
Si  1.9357  4.1944  10.4823  -0.0066  -0.0168  0.0035
Si  5.6997  16.2028  16.7824  0  0.0007  0.0005
Si  3.7771  9.7514  17.3006  0.0002  -0.0004  -0.0003
Si  10.2515  4.4552  11.7136  -0.0021  -0.0026  0.005
Si  10.915  6.519  16.0833  -0.0008  0  0.0012
Si  7.9804  1.6126  14.5433  0.0001  0.0003  0.0007
Si  2.795  10.3944  9.7009  -0.0167  0.0039  0.0006
Si  9.122  6.7824  22.6692  0.0006  0.0008  -0.0051
Si  11.1872  -1.1386  11.2272  -0.002  0.0022  0.0026
Si  3.5896  -3.269  13.7655  0.0008  0.0016  0.0083
Si  5.2219  8.7605  9.9228  0.0168  0.005  0.0024
Si  9.5702  1.7669  22.6085  -0.0045  -0.0028  -0.0026
Si  11.9329  -0.4259  16.6255  -0.0002  0.0003  0.0004
Si  8.4338  2.643  9.8196  0.0025  -0.0076  0.0032
Si  -0.4272  8.2396  18.4249  -0.001  0.0007  -0.0009
Si  11.7552  -2.0293  14.1811  -0.0022  0.0001  0.0021
Si  4.7234  3.823  11.6145  -0.0049  -0.0069  0.0023
Si  6.0207  6.0822  21.7591  0.0006  -0.0005  -0.0022
Si  6.4773  7.7316  14.7573  0.0011  0  0.0024
Si  11.5401  6.5172  20.7121  0.0005  -0.0007  -0.0016
Si  11.0991  1.0837  18.8717  -0.0008  -0.0003  -0.0008
Si  14.2244  7.6898  21.7057  -0.0014  0.0011  -0.0031
Si  6.9642  1.3666  20.8158  0.0004  -0.0008  -0.0009
Si  9.9723  7.1989  10.4039  -0.0027  0.0013  0.0051
Si  -0.6426  3.6861  20.2137  -0.0015  -0.0003  -0.0021
Si  8.4532  -0.6113  19.1563  -0.0004  0.0001  0.0003
Si  6.8436  10.2201  16.4089  0.0007  0.0002  0.001
Si  8.5628  0.3296  11.8198  0.0024  0.0016  0.001
O  13.3732  8.7975  13.9495  0.0008  -0.0001  -0.0018
O  7.7329  -0.7531  17.7341  -0.0001  -0.0008  0
O  6.0281  8.115  11.1479  -0.0133  -0.0025  -0.0101
O  1.6157  10.6132  10.8093  0.0038  -0.0001  -0.0029
O  5.0017  -5.6636  10.8748  0.0009  0.009  -0.0033
O  9.998  7.2013  17.2612  0.0001  -0.0002  -0.0004
O  6.2562  4.9515  20.5961  -0.0016  0.0022  0.0007
O  6.6419  13.2572  13.9302  -0.0015  0.0015  -0.0011
O  3.5874  7.1824  12.1874  0.0015  -0.0054  -0.0172
O  2.4178  5.7726  10.3334  -0.0002  0.0065  -0.0058
O  7.5741  4.7613  14.2573  -0.0009  -0.0001  -0.0011
O  11.4254  -1.5985  17.6416  0.0003  -0.0002  -0.0006
O  9.8922  4.1646  13.2397  0.0016  0.0006  -0.003
O  0.6164  7.4529  19.3852  0.0012  -0.001  0.0004
O  6.9579  2.5275  19.6392  -0.0002  -0.0005  -0.0006
O  12.4315  6.2067  16.6967  0.0003  -0.0002  -0.0007
O  17.2255  6.5323  15.8685  0.0001  0.0005  -0.0012
O  13.0246  6.5974  21.4072  0.001  0  -0.0004
O  3.2826  0.6439  21.2358  0.0008  0.0018  0.0007
O  0.7905  3.8091  11.545  0.001  0.0037  -0.0034
O  7.2197  -0.1343  20.1524  -0.0004  0.0007  -0.0008
O  8.1604  1.3908  21.9162  0.0017  -0.0002  -0.001
O  -1.6685  8.891  19.2957  0  0.0003  -0.001
O  2.7811  9.0422  20.9328  0.0005  -0.002  -0.0002
O  12.2341  0.203  19.6954  0.0012  -0.0008  -0.0005
O  6.0939  9.5288  8.8005  -0.0037  -0.001  0.0004
O  8.5529  7.7281  10.9722  0.0008  -0.0014  -0.0015
O  8.8163  0.9598  13.2999  0.0006  -0.0008  -0.0006
O  7.392  11.5132  15.615  -0.0003  0.0001  -0.0001
O  5.695  2.6067  11.2099  0.0697  0.1121  0.0763
O  2.6185  -0.3522  16.5156  0.0001  0  -0.0011
O  3.2259  14.324  11.0876  -0.0027  0.0066  -0.0031
O  -6.772  5.6621  17.2483  -0.0001  0  -0.0011
O  11.1258  7.5317  14.8006  0.0005  0.0007  -0.0016
O  4.0319  9.6795  10.4953  -0.0027  -0.0034  -0.0005
O  3.4388  8.1531  17.0395  -0.0003  -0.0007  -0.0006
O  10.0163  5.2255  15.6119  -0.0007  -0.0003  -0.0007
O  10.2895  2.8422  21.6226  0.002  0.0012  -0.0012
O  5.0197  15.1257  13.1836  0.002  0.0002  -0.0083
O  4.8262  7.1679  21.2854  -0.0001  -0.0001  -0.001
O  11.03  2.6872  19.1468  0.0001  0.0006  -0.0011
O  8.9334  2.7529  15.2632  -0.0001  0.0006  -0.0007
O  3.7059  -0.7177  18.8661  -0.0003  0.0002  0.0001
O  5.5919  1.6923  21.6386  -0.0024  0.0007  -0.0004
O  5.2419  10.1866  16.727  -0.0007  0  -0.0006
O  7.9154  1.4022  10.7613  -0.0004  0.0028  -0.0026
O  9.6053  0.538  19.2602  -0.0001  0.0003  -0.0014
O  17.6134  4.7928  18.0342  0.0003  -0.0006  -0.0009
O  7.591  6.5334  22.0904  0.0037  0.0001  0.0014
O  -5.8941  -2.6637  14.1618  -0.002  -0.0007  -0.0023
O  7.3726  -3.4214  13.3743  0.0004  0  -0.0028
O  11.3833  -0.7505  15.1263  0.0003  -0.001  -0.0015
O  10.2566  7.0951  21.5521  -0.002  0  0.0001
O  9.1454  3.8016  10.7107  -0.0011  0  -0.001
O  8.8164  -6.6476  19.7432  0.0006  0.0002  -0.0011
O  0.4253  11.8992  17.2528  0.0003  -0.0002  -0.0009
O  16.5038  3.9852  15.7707  -0.001  -0.0012  -0.0028
O  11.1146  -1.7344  12.7314  0.0002  -0.0002  -0.0031
O  11.2908  4.9519  20.3749  0.0015  0.0016  -0.0009
O  0.0489  8.4785  10.2686  0.0026  -0.0007  -0.0049
O  10.4571  6.049  11.4342  0.002  0.0005  -0.0011
O  9.9647  -0.0855  11.1024  0.0011  -0.0015  -0.0005
O  14.2354  6.4821  14.85  0.0006  -0.0004  -0.0031
O  7.2408  8.9239  15.5234  -0.0002  -0.0009  -0.0014
H  5.4688  2.1065  10.4159  -0.0769  -0.1147  -0.0713

Results
free energy: -133979.665 eV
free energy less fixed offsets of H -15.97, O -568.88, Si -635.61 eV per atom: -1.735 eV

The program warned: the cutoff lies below the one the program advises for these potential files; the forces do not sum to zero within the program's tolerance; the exchange-correlation potential is rough where the density is thin.
